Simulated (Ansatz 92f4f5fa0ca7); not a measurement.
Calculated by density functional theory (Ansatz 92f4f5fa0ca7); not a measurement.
Periodic cell of 534 atoms, Si286O176H72, with a vacuum gap, from a study of silicon, its oxide and their interface. The atomic structure is a simulated model.

Settings: functional r2SCAN; potential files Ansatz PAW; basis plane waves; wave-function cutoff 800 eV; density cutoff ratio 5; exchange-correlation grid ratio 1; k mesh 1 x 1 x 1, Gamma-centred; self-consistency stop 2e-11 eV per atom in the density residual; occupations fixed; spin none; net charge 0; applied field sawtooth along c, amplitude -0.015 V/angstrom in the program's sign convention, ramp centred at 0.9882 of c and 0.0235 of c wide, no dipole correction.

Cell vectors (angstrom)
a 16.332 0 0
b 0 16.332 0
c 0 0 42.5098

Atoms and the computed forces on them: element, x, y, z (angstrom), force x, y, z (eV/angstrom)
Si -0.279 -0.163 28.734 -0.008 -0.012 -0.014
Si 2.983 2.398 28.84 0.007 0.016 -0.011
Si -0.19 5.977 28.984 0.009 -0.002 -0.027
Si 3.09 7.776 28.835 -0.007 -0.003 -0.017
Si -0.304 11.015 28.943 0 -0.01 -0.012
Si 2.954 13.013 28.692 -0.002 0.002 -0.019
Si 5.204 0.164 28.733 0.017 0.001 -0.011
Si 8.799 2.943 28.342 -0.01 0.003 -0.029
Si 5.26 5.406 28.794 -0.002 -0.009 -0.023
Si 8.611 7.805 28.582 0.006 -0.006 -0.001
Si 4.87 11.317 28.746 -0.001 0.004 0.003
Si 8.979 13.968 28.624 -0.003 0.005 -0.034
Si 11.499 1.461 27.987 0.012 0.008 -0.03
Si 13.055 4.011 27.642 0.003 0.008 -0.046
Si 10.954 5.728 29.02 0.007 -0.011 0
Si 14.2 7.636 29.024 -0.005 -0.001 -0.012
Si 10.75 11.342 28.832 0.008 0 -0.014
Si 13.91 13.403 28.989 -0.002 0 -0.02
Si 1.234 1.268 29.947 -0.002 -0.005 0.002
Si 4.093 3.959 30.219 0.003 -0.004 -0.007
Si 1.449 6.901 30.302 -0.006 -0.003 -0.009
Si 4.102 9.518 30.087 0.008 0.004 0.004
Si 1.378 12.107 30.176 -0.006 -0.001 0.006
Si 3.974 14.837 29.91 -0.001 -0.003 -0.007
Si 6.752 1.268 30.116 -0.012 0 -0.008
Si 9.682 4.123 30.149 0.005 0.013 0.005
Si 6.922 6.71 29.927 -0.002 -0.008 -0.002
Si 9.528 9.592 29.933 0.005 0.001 -0.003
Si 6.644 12.307 30.039 -0.001 -0.003 -0.01
Si 9.964 15.334 30.303 -0.008 -0.012 0.006
Si 11.669 0.823 30.243 0.004 0.006 0.013
Si 14.967 4.293 30.11 -0.008 0.004 -0.018
Si 12.433 6.869 30.362 -0.003 -0.005 -0.003
Si 14.996 9.441 30.285 0.008 0.006 -0.004
Si 12.269 12.33 30.269 0.002 -0.001 0.003
Si 15.071 14.845 30.362 0.002 0.002 -0.003
Si -0.058 2.714 31.329 0.005 0.005 0.006
Si 2.627 -0.108 31.338 0.016 -0.007 0.01
Si 0.084 8.213 31.679 0.005 -0.007 -0.005
Si 2.722 5.365 31.527 0.001 0.001 -0.004
Si 0.121 13.501 31.628 -0.001 0.003 -0.003
Si 2.698 10.746 31.548 -0.008 -0.001 0.004
Si 5.502 2.667 31.547 0.002 0.002 -0.002
Si 8.181 -0.008 31.501 0.004 0.012 0.001
Si 5.555 8.127 31.344 -0.009 0.007 0.001
Si 8.184 5.403 31.436 -0.002 -0.013 0.001
Si 5.343 13.631 31.457 0.001 0.007 0.01
Si 8.089 10.876 31.325 -0.003 0.003 0.006
Si 10.852 2.627 31.54 -0.016 -0.003 0
Si 13.536 -0.074 31.468 -0.003 -0.013 0.009
Si 10.914 8.302 31.454 0.011 -0.013 0.011
Si 13.653 5.42 31.693 -0.008 0.012 -0.005
Si 10.939 13.673 31.637 0.005 0.003 -0.005
Si 13.591 10.856 31.563 0.004 -0.006 0.008
Si 1.302 4.025 32.811 -0.005 0.002 0.024
Si 4.033 1.262 32.762 0.011 0.015 0.014
Si 1.393 9.533 33.041 -0.017 0.005 0.021
Si 4.138 6.796 32.77 0.003 -0.001 0.027
Si 1.415 14.948 32.906 -0.03 -0.007 0.017
Si 4.054 12.21 32.83 0.006 0.001 0.024
Si 6.832 4.079 32.867 -0.004 0.008 0.011
Si 9.45 1.371 32.934 0.01 -0.004 0.009
Si 6.824 9.507 32.776 -0.011 -0.01 0.021
Si 9.551 6.822 32.761 0 0.002 0.011
Si 6.763 14.954 32.816 0.001 -0.005 0.024
Si 9.453 12.24 32.768 0.011 0.007 0.025
Si 12.257 3.983 32.892 -0.004 -0.007 0.023
Si 14.928 1.365 32.75 -0.006 -0.014 0.023
Si 12.214 9.569 32.929 0.007 0.012 0.004
Si 15.024 6.814 32.973 0.001 0.006 0.018
Si 12.296 14.967 32.989 0 0.001 0.023
Si 15.002 12.19 32.922 -0.01 -0.003 0.013
Si -0.02 0.016 34.162 0.04 -0.012 0.19
Si 2.694 2.664 34.142 0.035 -0.012 0.187
Si 0.045 5.408 34.26 0.006 0.006 0.212
Si 2.803 8.119 34.238 0.033 -0.023 0.205
Si 0.012 10.896 34.342 0.011 0.008 0.224
Si 2.761 13.583 34.255 0.003 0.018 0.233
Si 5.408 -0.03 34.199 -0.023 0.014 0.215
Si 8.129 2.731 34.281 -0.018 0.014 0.215
Si 5.448 5.45 34.184 0.021 -0.058 0.168
Si 8.181 8.16 34.157 0.012 -0.019 0.198
Si 5.455 10.857 34.169 0.023 -0.01 0.188
Si 8.117 13.579 34.18 -0.005 -0.004 0.198
Si 10.866 0.001 34.254 -0.029 0.013 0.188
Si 13.642 2.675 34.233 -0.008 0.023 0.23
Si 10.881 5.426 34.161 -0.032 0.039 0.219
Si 13.606 8.19 34.254 -0.011 -0.021 0.223
Si 10.822 10.94 34.209 0.031 -0.028 0.21
Si 13.664 13.596 34.277 0.005 0 0.203
Si 1.351 1.354 35.562 -0.011 -0.048 0.055
Si 4.056 4.056 35.505 0.117 0.036 0.001
Si 1.425 6.777 35.599 0.071 -0.16 0.278
Si 4.121 9.52 35.585 0.04 -0.114 0.21
Si 1.393 12.278 35.648 -0.135 -0.067 0.381
Si 4.109 14.934 35.626 0.067 0.02 0.165
Si 6.75 1.348 35.588 -0.022 0.1 0.214
Si 9.529 4.089 35.573 -0.099 0.062 0.341
Si 6.799 6.82 35.541 0.072 -0.104 0.171
Si 9.501 9.531 35.552 0.02 0.009 0.256
Si 6.785 12.216 35.571 0.045 0.005 0.082
Si 9.483 14.939 35.56 0.055 0.097 0.211
Si 12.263 1.341 35.584 -0.09 -0.03 0.458
Si 14.994 4.059 35.589 -0.002 -0.015 0.35
Si 12.238 6.787 35.546 0.045 -0.019 0.3
Si 14.96 9.525 35.643 0.018 0.027 0.464
Si 12.223 12.271 35.569 -0.019 -0.002 0.346
Si 15.001 15.001 35.595 0.037 -0.15 0.255
Si 0.024 2.725 6.958 -0.096 0.067 -0.168
Si 2.722 0.001 6.932 0.035 0.07 -0.155
Si 0.046 8.162 6.933 -0.025 0.088 -0.299
Si 2.759 5.401 6.942 -0.055 0.141 -0.195
Si 0.029 13.665 6.953 -0.161 -0.125 -0.435
Si 2.777 10.895 6.957 -0.057 -0.005 -0.213
Si 5.395 2.732 6.913 0.108 0.018 -0.225
Si 8.128 -0.033 6.921 0.109 0.021 -0.195
Si 5.451 8.155 6.947 -0.172 -0.01 -0.176
Si 8.149 5.454 6.883 -0.027 -0.044 -0.438
Si 5.46 13.563 6.987 -0.006 0.032 -0.071
Si 8.131 10.851 6.935 0.059 0.037 -0.174
Si 10.897 2.698 6.901 0.01 -0.181 -0.393
Si 13.62 0.016 6.954 -0.076 0.118 -0.254
Si 10.875 8.169 6.879 -0.031 0.064 -0.327
Si 13.627 5.453 6.89 0.027 0.028 -0.38
Si 10.866 13.614 6.928 0.028 -0.05 -0.282
Si 13.576 10.92 6.928 0.079 0.088 -0.425
Si 1.376 4.1 8.332 -0.028 0.012 -0.194
Si 4.077 1.367 8.312 0.044 -0.06 -0.203
Si 1.399 9.552 8.292 -0.02 0.012 -0.2
Si 4.11 6.762 8.314 -0.041 0.054 -0.164
Si 1.357 15.023 8.33 0.018 -0.004 -0.233
Si 4.11 12.222 8.398 -0.015 0.028 -0.195
Si 6.786 4.1 8.241 0.002 -0.027 -0.203
Si 9.534 1.311 8.259 0.002 -0.004 -0.201
Si 6.771 9.51 8.339 -0.02 0.032 -0.213
Si 9.48 6.836 8.224 0.018 -0.001 -0.233
Si 6.807 14.945 8.339 -0.041 0.016 -0.193
Si 9.523 12.207 8.264 -0.032 0.02 -0.197
Si 12.249 4.092 8.206 0.031 -0.016 -0.242
Si 14.977 1.394 8.325 -0.012 0.007 -0.193
Si 12.232 9.528 8.251 -0.016 0.002 -0.238
Si 15.001 6.804 8.267 -0.019 0.017 -0.234
Si 12.222 14.997 8.279 0.013 -0.003 -0.213
Si 14.965 12.295 8.25 0.05 -0.042 -0.201
Si -0.003 0.048 9.716 -0.011 0.009 -0.022
Si 2.732 2.737 9.687 0.017 0.02 -0.028
Si 0.002 5.478 9.692 0.015 0.011 -0.021
Si 2.708 8.125 9.641 0.021 0.004 -0.019
Si 0.026 10.969 9.601 -0.009 -0.003 -0.009
Si 2.721 13.666 9.672 0.007 -0.017 -0.015
Si 5.45 0.009 9.697 0.015 0.016 -0.015
Si 8.154 2.704 9.537 0.016 0.004 -0.013
Si 5.523 5.457 9.704 -0.023 -0.01 -0.034
Si 8.12 8.122 9.664 -0.007 -0.011 -0.026
Si 5.455 10.823 9.804 -0.004 0.001 -0.023
Si 8.208 13.56 9.652 0.006 -0.008 -0.014
Si 10.87 -0.03 9.702 -0.012 0.002 -0.025
Si 13.593 2.807 9.624 0 -0.019 -0.009
Si 10.866 5.46 9.486 -0.008 -0.01 -0.009
Si 13.664 8.226 9.572 -0.002 -0.019 -0.018
Si 10.84 10.821 9.636 0.017 0.025 -0.018
Si 13.601 13.65 9.596 0.002 -0.004 -0.021
Si 1.348 1.444 11.089 0.012 -0.013 -0.007
Si 4.184 4.054 11.009 0.001 -0.003 0.003
Si 1.327 6.875 11.082 0.01 -0.003 -0.001
Si 4.043 9.36 11.102 -0.023 0.007 -0.004
Si 1.317 12.357 11.014 0.001 -0.016 -0.002
Si 4.03 15.028 11.071 0.003 0.001 -0.009
Si 6.925 1.341 10.996 -0.009 0.008 -0.001
Si 9.485 4.118 10.819 0.007 -0.013 0.008
Si 6.871 6.783 11.168 -0.001 -0.003 -0.011
Si 9.452 9.457 11.019 0.008 -0.003 -0.01
Si 6.906 12.236 11.083 -0.009 0.015 -0.007
Si 9.577 14.822 11.092 -0.009 0.007 -0.006
Si 12.211 1.467 10.959 0.002 0.001 -0.002
Si 14.924 4.16 11.04 -0.013 0.006 -0.012
Si 12.229 6.832 10.773 0.002 0.009 0.002
Si 15.041 9.597 10.951 0.003 0.012 -0.006
Si 12.263 12.22 10.867 -0.005 0.005 0.007
Si 14.887 15.025 11.018 0.003 -0.011 -0.004
Si -0.103 2.778 12.419 -0.001 0.004 0.003
Si 2.688 0.102 12.509 0.006 0.002 0.01
Si -0.044 8.304 12.49 -0.007 -0.009 0.003
Si 2.722 5.38 12.268 -0.02 -0.012 -0.014
Si -0.082 13.735 12.423 0.003 0.001 0.009
Si 2.621 10.835 12.255 0.017 0.014 0.018
Si 5.577 2.682 12.362 -0.001 -0.005 0.006
Si 8.209 -0.115 12.381 -0.005 0 0.001
Si 5.486 8.1 12.606 0.002 0.011 -0.004
Si 8.311 5.347 12.432 0.01 -0.003 0.001
Si 5.453 13.62 12.32 -0.007 -0.011 0.015
Si 8.203 10.801 12.513 0 -0.001 0.002
Si 10.899 2.949 12.212 0.004 0.014 -0.012
Si 13.574 0.177 12.312 0.004 0.006 0.005
Si 10.865 8.026 12.22 0.005 -0.006 0.005
Si 13.56 5.662 12.259 -0.004 -0.001 0.009
Si 10.914 13.308 12.406 -0.004 -0.012 -0.012
Si 13.635 10.953 12.239 -0.006 -0.008 0.007
Si 1.256 4.233 13.573 0.006 0.006 -0.038
Si 4.425 1.186 13.739 0.004 -0.002 -0.032
Si 0.998 10.025 13.785 -0.001 0.004 -0.056
Si 4.782 6.506 14.257 -0.006 -0.015 -0.055
Si 0.982 15.378 13.773 -0.003 -0.002 -0.043
Si 4.218 12.006 13.426 -0.012 -0.002 -0.038
Si 6.836 4.078 13.782 -0.01 -0.003 -0.047
Si 9.586 0.835 14.032 0.001 0.001 -0.039
Si 6.485 9.833 13.794 -0.005 0.002 -0.016
Si 10.115 6.283 13.64 0.008 -0.011 -0.028
Si 6.548 15.192 13.658 -0.007 0.006 -0.043
Si 10.049 11.593 13.778 0.009 -0.001 -0.047
Si 11.879 4.628 13.467 -0.006 0.011 -0.021
Si 15.061 1.27 13.759 -0.001 -0.013 -0.036
Si 12.273 9.451 13.365 0.008 0.008 -0.017
Si 14.463 7.347 13.649 0.009 0 -0.008
Si 12.297 15.535 13.96 -0.006 -0.004 -0.041
Si 14.999 12.206 13.713 0.008 -0.009 -0.042
Si -3.913 -17.891 18.518 -0.003 -0.006 -0.052
Si 2.901 7.603 18.779 -0.001 0.007 -0.05
Si -0.805 -0.037 22.1 -0.005 -0.005 -0.064
Si -8.98 19.096 22.073 0.002 -0.006 -0.075
Si -14.524 -5.544 16.581 -0.001 0.004 -0.063
Si 4.483 26.355 17.673 0.004 0 -0.051
Si 3.35 2.037 23.096 -0.002 -0.002 -0.056
Si -1.87 0.505 19.32 -0.006 -0.003 -0.063
Si -16.021 20.856 19.838 -0.001 0.01 -0.051
Si 8.111 -3.196 20.277 0.009 0.003 -0.059
Si -2.345 5.483 25.105 0 -0.007 -0.057
Si -11.003 20.46 23.793 -0.005 -0.015 -0.056
Si 5.366 10.307 26.674 0.011 0.002 -0.047
Si 7.123 9.289 15.988 -0.001 0.003 -0.044
Si 2.442 29.781 15.671 0.001 -0.005 -0.075
Si 0.44 21.157 24.303 -0.001 -0.009 -0.051
Si 13.527 15.877 27.182 0.008 0.003 -0.054
Si 12.687 3.213 23.453 0.004 -0.009 -0.064
Si 3.135 4.08 20.637 -0.003 0.01 -0.064
Si 7.268 15.371 26.519 -0.001 0.002 -0.058
Si 14.063 14.153 16.004 -0.001 -0.009 -0.069
Si 6.712 20.135 26.424 -0.003 -0.01 -0.064
Si 9.586 41.716 22.664 0.009 -0.004 -0.067
Si 6.79 -3.661 25.071 -0.004 0.01 -0.067
Si -14.621 20.838 26.833 0 0.001 -0.06
Si 12.862 21.014 18.125 0 -0.003 -0.061
Si -2.624 24.615 26.076 0 -0.004 -0.053
Si 25.894 3.632 23.789 -0.001 0.001 -0.049
Si 16.709 18.437 23.487 0.006 -0.01 -0.048
Si -6.329 27.412 19.309 -0.007 0.009 -0.056
Si 14.272 17.137 24.491 0.008 0.011 -0.061
Si 12.155 10.898 26.106 0.002 0.005 -0.044
Si 4.186 22.091 17.102 -0.001 -0.004 -0.067
Si -7.988 18.485 19.109 0.011 0 -0.07
Si 14.003 19.685 20.569 0.001 0.014 -0.076
Si -2.628 3.385 15.579 -0.001 0 -0.071
Si -15.487 14.105 26.589 -0.011 0.003 -0.064
Si 9.784 4.308 17.716 -0.003 0.001 -0.056
Si -27.279 28.479 19.649 -0.007 -0.008 -0.048
Si -17.927 10.459 20.788 0.006 -0.011 -0.054
Si 9.308 -5.375 24.964 -0.001 0.001 -0.061
Si -8.051 2.47 16.157 -0.004 -0.004 -0.065
Si 7.878 23.549 21.22 -0.007 0 -0.074
Si 16.333 9.795 26.035 -0.008 0.003 -0.045
Si 5.086 6.262 19.904 -0.012 0.005 -0.064
Si 2.45 15.856 19.19 0.001 0.002 -0.057
Si 16.104 31.307 18.026 0.001 -0.005 -0.068
Si 1.256 -18.37 23.498 0.005 0.004 -0.067
Si 15.553 5.888 15.068 0 0.004 -0.049
Si 7.905 8.489 26.412 0.005 0.004 -0.051
Si 7.4 -1.939 16.569 -0.008 0.002 -0.051
Si 19.138 25.098 25.906 -0.003 -0.011 -0.047
Si 18.325 18.775 18.575 0.003 -0.004 -0.065
Si -13.237 -10.316 24.667 0.005 -0.014 -0.054
Si 5.907 -2.995 22.178 0.002 0 -0.074
Si 9.307 31.855 18.609 -0.003 0.001 -0.051
Si -8.728 17.912 24.82 0.002 0.01 -0.061
Si -1.069 22.932 17.933 0.003 -0.002 -0.068
Si 15.414 12.564 22.73 -0.006 -0.004 -0.074
Si 19.971 -17.269 22.063 -0.002 0 -0.062
Si 4.536 30.806 17.811 0.003 0.004 -0.072
Si 8.781 6.607 23.999 0.009 -0.008 -0.071
Si 0.264 -7.245 18.803 0.011 0 -0.053
Si -6.439 8.108 19.167 -0.001 0 -0.064
Si 14.338 -19.391 20.041 -0.007 0.012 -0.059
Si 28.236 9.439 20.593 0.001 0.003 -0.051
Si -1.51 12.334 25.504 -0.004 0.006 -0.063
Si 19.458 -29.631 15.871 0.002 -0.005 -0.073
Si -7.411 28.105 16.573 -0.004 -0.002 -0.058
Si 8.99 23.261 16.587 -0.003 -0.003 -0.07
O -8.898 2.285 20.492 -0.013 0.009 0.055
O 1.418 -6.927 25.379 0.001 -0.002 0.023
O 6.965 -3.926 19.38 0.003 0.003 0.02
O -2.028 11.675 19.817 0.002 -0.002 0.011
O 4.091 1.31 28.265 -0.007 -0.003 0.013
O 8.956 18.839 24.808 -0.005 -0.008 0.022
O 0.355 -0.994 22.666 0.008 -0.008 0.024
O 7.448 -2.833 21.699 -0.014 0.002 0.038
O -6.486 28.947 28.251 0 -0.002 0.009
O 3.601 -2.368 16.631 0.02 0.012 0.035
O 1.7 5.741 23.873 0.004 0.003 0.021
O 4.18 6.603 28.444 -0.002 0.01 0.007
O 11.816 5.039 27.813 -0.002 0.001 0.017
O 2.111 -3.015 27.273 0.019 -0.008 0.043
O 9.883 7.742 23.595 -0.004 -0.009 0.03
O -0.703 0.188 18.247 -0.006 0.006 0.018
O 6.601 2.236 25.951 -0.003 0.008 0.026
O 11.992 16.411 27.278 -0.01 0.005 0.024
O 7.554 18.4 28.91 -0.003 -0.004 0.015
O 6.045 11.472 25.816 -0.016 -0.022 0.034
O 3.649 25.014 17.87 -0.005 -0.011 0.028
O 2.937 21.654 26.135 -0.006 -0.007 0.028
O -2.053 12.842 15.054 -0.01 0.018 0.033
O 17.799 8.107 19.252 -0.001 -0.001 0.014
O -3.994 -12.462 14.862 0.014 -0.012 0.025
O 14.249 2.033 19.685 0.001 0.007 0.028
O 8.345 10.278 16.398 0.006 0.007 0.024
O 14.635 0.394 28.057 0.014 0.002 0.027
O 14.846 13.518 21.557 0.012 -0.006 0.042
O 7.146 1.594 23.232 0.003 -0.008 0.041
O 12.784 9.504 25.557 0.002 -0.001 0.022
O -2.318 20.967 26.498 -0.008 -0.01 0.034
O 9.33 12.082 20.388 -0.004 0.003 0.026
O 19.134 -1.85 23.101 -0.013 -0.007 0.028
O 22.474 20.149 22.407 -0.007 0.005 0.032
O 7.719 12.825 16.797 0.002 0 0.032
O -1.472 4.436 15.218 -0.003 -0.007 0.018
O 1.651 9.812 15.28 0.007 0.005 0.044
O -11.422 -5.606 19.066 0.007 0.015 0.029
O -0.315 6.389 16.523 -0.004 0.002 0.049
O -5.358 25.719 21.918 -0.02 -0.003 0.037
O -2.086 18.278 15.037 -0.004 0.01 0.022
O 1.365 14.942 18.364 0.005 0.008 0.024
O 4.562 6.757 15.861 -0.006 -0.004 0.039
O -4.801 10.793 19.764 0.007 -0.007 0.028
O -15.688 19.643 18.802 -0.005 0.008 0.019
O 4.32 21.737 23.792 -0.009 0.01 0.024
O -1.755 -3.345 24.049 -0.005 -0.004 0.046
O 11.087 19.594 23.477 -0.003 0.002 0.018
O 9.151 0.729 19.132 0 0.005 0.018
O -0.236 5.816 19.057 0.009 -0.017 0.038
O 4.093 1.97 15.135 -0.014 0.016 0.035
O -0.794 14.557 16.561 0.013 0.009 0.035
O 8.742 5.508 17.339 0.003 -0.008 0.024
O 9.934 7.755 17.601 0.011 0.012 0.045
O -0.138 16.499 14.247 -0.001 0.005 0.017
O 7.616 7.76 16.309 0.006 -0.005 0.026
O -12.481 16.923 22.573 -0.001 0.011 0.022
O -11.783 29.672 18.958 0.006 -0.008 0.032
O 5.674 20.84 27.464 -0.009 0.014 0.042
O -1.169 27.369 22.245 0.006 0.014 0.036
O 9.76 6.721 15.185 -0.016 0.012 0.052
O -5.383 16.343 14.418 0.002 0 0.011
O 26.269 18.237 27.753 0.006 -0.003 0.025
O 21.787 16.311 14.161 0.001 0 0.018
O 4.416 19.121 24.077 0.008 0.008 0.021
O 7.586 18.514 17.63 0 -0.003 0.049
O 13.186 4.64 24.005 0.008 0.015 0.03
O 3.3 7.597 24.902 -0.002 0.016 0.027
O 3.965 9.883 25.974 0.01 0.009 0.024
O 18.358 3.52 14.81 0.013 -0.011 0.04
O 8.761 19.825 22.386 0.011 0.004 0.03
O -0.927 13.912 19.02 -0.012 -0.01 0.031
O 9.699 -4.095 15.236 -0.011 0.001 0.034
O 3.357 6.098 13.622 0.019 0.013 0.023
O -1.026 -7.784 25.944 -0.001 0.001 0.018
O 6.43 4.493 24.961 0.011 0 0.039
O -0.683 -5.351 25.198 0.005 -0.009 0.027
O 8.587 14.893 27.344 0.013 -0.009 0.03
O -0.84 5.747 24.585 -0.006 0.003 0.02
O -2.064 -0.029 23.109 -0.007 0.007 0.037
O -9.89 6.865 20.552 0.019 0.004 0.031
O 1.416 28.683 16.308 -0.001 -0.006 0.022
O 14.86 28.451 28.581 0.002 0.001 0.02
O 5.814 5.258 14.243 -0.007 0.013 0.022
O -0.908 4.08 20.8 -0.007 -0.005 0.021
O -6.666 3.271 16.471 0.006 0.007 0.027
O 9.416 5.156 24.375 0 0.003 0.021
O -7.33 23.368 20.031 -0.016 -0.005 0.033
O -7.733 14.535 19.663 -0.007 -0.014 0.034
O 9.275 -6.713 19.296 0.003 -0.003 0.011
O -0.529 13.249 26.42 0.008 0.004 0.022
O 3.901 7.367 20.025 0.01 -0.005 0.028
O 0.872 10.181 17.763 -0.014 -0.016 0.035
O -5.054 21.242 17.856 0.004 0.001 0.016
O -11.038 22.19 18.317 0.004 0.005 0.043
O -3.019 6.937 25.282 0.001 0.011 0.023
O 13.272 3.005 21.96 -0.014 -0.002 0.055
O -18.932 38.702 17.83 -0.003 -0.003 0.02
O 3.401 27.279 16.908 0.009 -0.006 0.019
O 9.921 11.771 17.847 0.009 -0.006 0.044
O 6.617 14.061 25.849 0.003 0.01 0.025
O 3.231 29.077 14.469 -0.018 0.02 0.046
O 19.142 6.267 17.84 -0.004 0.008 0.03
O 6.021 14.789 17.3 -0.012 0 0.021
O 5.315 10.984 14.11 0.019 -0.014 0.012
O 7.338 3.342 15.162 0.014 -0.009 0.03
O -17.733 -0.303 20.644 0.011 -0.002 0.051
O -0.295 9.769 20.145 -0.016 0.012 0.036
O 18.261 18.149 23.843 -0.007 0.001 0.02
O -2.922 3.468 17.174 -0.008 0.01 0.042
O -7.163 10.363 23.481 -0.003 0.016 0.043
O 1.217 14.569 25.091 -0.002 -0.004 0.056
O -5.469 27.671 25.234 0.011 -0.001 0.022
O 2.326 35.921 27.622 0.007 -0.019 0.026
O 5.114 -1.595 21.975 0 0.001 0.021
O 12.422 18.916 27.254 -0.005 -0.005 0.022
O 0.541 31.704 27.556 -0.006 0.016 0.038
O 15.366 -8.137 18.216 0.003 0.006 0.02
O -6.466 6.751 28.343 -0.008 0.008 0.003
O -3.156 18.324 24.397 0.002 -0.008 0.025
O 20.193 -0.51 18.396 -0.01 0.007 0.033
O 8.366 12.274 25.011 -0.002 -0.002 0.02
O 8.173 3.911 27.163 0.015 -0.004 0.032
O -8.392 22.681 22.607 0.008 -0.005 0.047
O 2.321 18.574 17.021 -0.01 -0.004 0.038
O 16.988 12.839 23.072 0.004 0.004 0.026
O 7.975 23.626 25.264 -0.01 0.025 0.053
O 2.779 31.676 20.687 0.012 -0.005 0.049
O -0.209 27.42 14.133 0.002 -0.001 0.012
O 11.433 -8.177 19.705 0.009 0.007 0.022
O 8.258 8.72 21.757 0.008 0.006 0.032
O 9.33 3.465 19.046 -0.006 -0.009 0.03
O 13.498 -2.004 27.68 -0.001 -0.011 0.024
O 13.425 8.072 27.646 0.005 -0.006 0.038
O 7.766 0.064 25.355 -0.003 -0.016 0.031
O 12.854 13.882 19.805 0.009 -0.009 0.022
O 16.449 20.009 23.232 0.001 0.012 0.023
O 22.43 16.003 27.451 -0.016 0.006 0.031
O 29.657 24.78 14.198 -0.002 -0.005 0.019
O 8.577 15.311 17.182 0.012 0.007 0.03
O 13.392 15.364 15.153 0.009 -0.009 0.023
O 5.994 -3.5 23.686 0.013 -0.009 0.058
O -0.086 1.426 22.086 0.003 0.007 0.024
O -13.107 -13.085 19.253 0.004 0.01 0.035
O 19.456 -13.287 21.861 0.004 -0.019 0.045
O 0.718 5.452 27.696 -0.018 0.01 0.034
O 10.005 34.945 13.433 -0.008 -0.008 0.018
O -13.859 8.221 27.396 0.003 -0.003 0.041
O 5.168 12.216 21.253 0 0.01 0.048
O 1.61 14.719 15.128 0.007 -0.009 0.033
O -14.635 4.869 20.628 0.006 -0.001 0.019
O 11.86 14.037 13.541 0.006 0.01 0.015
O 13.351 11.999 26.102 -0.007 -0.004 0.019
O -7.526 9.796 25.996 -0.01 -0.019 0.036
O 8.707 1.115 15.377 -0.007 0.011 0.038
O -3.295 20.629 19.679 0.008 -0.011 0.036
O 6.359 9 26.63 -0.003 0 0.014
O 7.557 13.406 29.203 -0.015 -0.01 0.019
O 13.005 -2.376 17.229 -0.011 0.005 0.037
O 17.133 3.959 25.626 0.008 0.002 0.036
O 11.614 10.687 27.612 -0.013 0.002 0.038
O -5.49 15.053 18.443 0.001 0 0.018
O 0.524 5.582 14.16 -0.014 -0.001 0.027
O 13.979 -0.271 25.648 -0.009 -0.014 0.046
O 13.1 -0.1 18.701 0.009 0.009 0.018
O 11.175 -5.909 14.152 -0.014 0.006 0.009
O 1.863 1.014 19.299 0 -0.005 0.015
O 20.3 4.268 16.504 0.002 0.012 0.036
O 13.883 3.709 28.999 0.017 -0.001 0.037
O -0.577 1.478 24.654 -0.009 -0.003 0.024
O 16.551 10.311 27.561 0.001 0.008 0.037
O 4.452 5.004 20.704 -0.002 -0.009 0.018
O 7.284 14.606 14.98 0.01 -0.014 0.056
O 5.825 9.683 16.867 -0.016 0.006 0.032
O -2.852 9.436 20.929 0.001 0.003 0.01
H 2.178 0.538 36.495 -0.279 0.148 -0.299
H 0.543 2.189 36.495 0.333 -0.31 -0.264
H 3.25 4.892 36.437 0.258 -0.415 -0.287
H 4.883 3.238 36.437 -0.304 0.295 -0.279
H 0.605 7.6 36.532 0.2 -0.158 -0.321
H 2.234 5.942 36.532 -0.356 0.405 -0.146
H 4.932 8.687 36.518 -0.26 0.437 -0.196
H 3.309 10.351 36.518 0.208 -0.247 -0.322
H 0.578 13.107 36.58 0.337 -0.239 -0.22
H 2.215 11.456 36.58 -0.244 0.259 -0.229
H 4.924 14.107 36.558 -0.275 0.396 -0.227
H 3.291 15.76 36.558 0.201 -0.228 -0.262
H 7.571 0.526 36.52 -0.275 0.212 -0.262
H 5.937 2.179 36.52 0.248 -0.396 -0.192
H 8.703 4.907 36.506 0.333 -0.223 -0.21
H 10.344 3.261 36.506 -0.184 0.309 -0.269
H 5.973 7.637 36.473 0.364 -0.289 -0.273
H 7.616 5.993 36.473 -0.241 0.284 -0.254
H 8.664 10.337 36.484 0.276 -0.374 -0.238
H 10.327 8.713 36.484 -0.214 0.27 -0.257
H 7.601 11.388 36.504 -0.288 0.329 -0.261
H 5.97 13.044 36.504 0.259 -0.363 -0.297
H 10.322 14.135 36.493 -0.38 0.238 -0.243
H 8.663 15.763 36.493 0.206 -0.299 -0.26
H 13.095 0.529 36.517 -0.381 0.255 -0.223
H 11.438 2.16 36.517 0.336 -0.175 -0.231
H 15.824 3.246 36.521 -0.365 0.296 -0.209
H 14.18 4.889 36.521 0.213 -0.282 -0.252
H 13.077 5.982 36.478 -0.308 0.21 -0.252
H 11.422 7.615 36.478 0.184 -0.316 -0.244
H 14.142 10.35 36.575 0.254 -0.269 -0.203
H 15.798 8.72 36.575 -0.295 0.132 -0.228
H 11.397 13.089 36.502 0.39 -0.25 -0.209
H 13.045 11.45 36.502 -0.356 0.122 -0.258
H 14.169 15.812 36.527 0.316 -0.285 -0.261
H 15.83 14.187 36.527 -0.175 0.376 -0.255
H 0.832 1.89 6.025 -0.258 0.326 0.288
H -0.807 3.539 6.025 0.307 -0.239 0.271
H 1.894 0.818 5.999 0.345 -0.277 0.234
H 3.54 -0.824 5.999 -0.236 0.215 0.277
H 0.866 7.339 6.001 -0.221 0.318 0.245
H -0.792 8.968 6.001 0.222 -0.182 0.245
H 3.565 4.565 6.01 -0.437 0.37 0.265
H 1.95 6.236 6.01 0.266 -0.219 0.27
H -0.8 14.479 6.02 0.364 -0.263 0.205
H 0.844 12.836 6.02 -0.168 0.28 0.259
H 1.955 11.716 6.024 0.274 -0.166 0.279
H 3.59 10.064 6.024 -0.241 0.377 0.261
H 4.568 3.549 5.981 0.373 -0.46 0.221
H 6.208 1.902 5.981 -0.199 0.244 0.28
H 7.307 0.79 5.989 0.213 -0.249 0.296
H 8.948 -0.856 5.989 -0.359 0.258 0.234
H 6.277 7.337 6.015 -0.274 0.321 0.302
H 4.64 8.987 6.015 0.254 -0.356 0.247
H 8.976 4.637 5.95 -0.225 0.249 0.258
H 7.332 6.281 5.95 0.283 -0.369 0.194
H 4.644 14.391 6.054 0.171 -0.271 0.297
H 6.275 12.734 6.054 -0.332 0.344 0.274
H 7.315 11.678 6.002 0.29 -0.375 0.237
H 8.968 10.044 6.002 -0.357 0.208 0.288
H 11.721 1.879 5.969 -0.344 0.312 0.194
H 10.082 3.527 5.969 0.167 -0.287 0.283
H 14.452 -0.796 6.022 -0.293 0.266 0.284
H 12.789 0.828 6.022 0.375 -0.248 0.25
H 10.049 8.987 5.947 0.371 -0.236 0.212
H 11.691 7.342 5.947 -0.294 0.214 0.273
H 14.441 4.623 5.958 -0.251 0.304 0.225
H 12.789 6.258 5.958 0.34 -0.191 0.25
H 11.692 12.796 5.995 -0.273 0.356 0.233
H 10.027 14.418 5.995 0.275 -0.3 0.266
H 12.754 11.741 5.995 0.349 -0.316 0.211
H 14.395 10.095 5.995 -0.2 0.178 0.254

Results
free energy: -284447.960 eV
free energy less fixed offsets of H -15.71, O -570.45, Si -639.56 eV per atom: -3.480 eV

The program warned: the cutoff lies below the one the program advises for these potential files; the forces do not sum to zero within the program's tolerance; empty levels may hold ghost states of the PAW files; the exchange-correlation potential is rough where the density is thin.
